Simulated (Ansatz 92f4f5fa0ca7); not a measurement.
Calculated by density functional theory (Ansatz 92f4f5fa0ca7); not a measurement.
Periodic cell of 215 atoms, Si133O82, from a study of silicon, its oxide and their interface. The atomic structure is a simulated model.
Doubt: the cutoff is far below the 930 eV that the study's wrapper takes by default for these files, so forces and energies are approximate.
This geometry differs little from another in the collection (a relaxation step or a small displacement).

Settings: functional PBE; potential files Ansatz PAW; basis plane waves; wave-function cutoff 580 eV; density cutoff ratio 5; exchange-correlation grid ratio 1; k mesh 1 x 1 x 1, Gamma-centred; self-consistency stop 5e-08 eV per atom in the density residual; occupations fixed; spin none; net charge 0.

Cell vectors (angstrom)
a 10.938 0 0
b 0 10.938 0
c 0 0 31.5432

Atoms and the computed forces on them: element, x, y, z (angstrom), force x, y, z (eV/angstrom)
Si 10.4359 0.5743 24.3417 -0.0132 -0.0058 -0.0157
Si 6.0434 10.5024 24.1441 -0.0143 -0.0194 -0.0095
Si 2.1302 3.2455 24.0845 -0.0053 0.0146 -0.0215
Si 8.7014 2.256 24.3005 0.0166 0.0078 -0.0134
Si 0.5012 5.0532 24.1602 -0.0056 -0.0117 -0.01
Si 5.0529 5.8936 24.193 -0.0112 0.0009 -0.0194
Si 3.3941 7.6485 24.1537 0.0084 0.0064 -0.0081
Si 7.8294 8.8262 23.993 -0.0098 0.0194 -0.019
Si 1.3425 1.4799 25.4576 -0.0112 -0.004 0.0025
Si 6.9138 1.3052 25.487 0.0046 -0.0032 -0.0014
Si 4.0241 4.104 25.3256 0.0081 -0.0041 0.0022
Si 9.6642 4.0973 25.4109 -0.0063 -0.0007 0.0002
Si 1.4935 6.818 25.3585 0.0017 -0.001 -0.0042
Si 6.8936 6.9485 25.2417 0.0017 -0.0099 0.0044
Si 4.2257 9.533 25.3336 0.0047 0.0009 -0.0058
Si 9.5249 9.6421 25.4357 0.012 0.0027 -0.0013
Si 2.7798 0.0029 26.6418 0.0111 -0.013 0.0563
Si 8.2159 -0.0199 26.9343 -0.0004 0.0151 -0.1643
Si 0.009 2.7718 26.9109 -0.0053 0.0106 -0.1589
Si 5.4491 2.7356 26.662 0.0031 0.0007 0.0525
Si 2.7527 5.4456 26.83 -0.0054 0.0103 -0.1051
Si 8.2247 5.5216 26.6254 0.002 -0.0108 0.0537
Si 0.0401 8.2102 26.6469 -0.0047 -0.0159 0.0558
Si 5.5438 8.2003 26.7885 -0.0157 0.0051 -0.084
Si 4.1152 1.3628 28.0762 -0.0071 -0.0045 -0.0263
Si 9.5805 1.3799 28.2059 0.0166 -0.0049 0.2123
Si 1.3815 4.1282 28.2049 0.0284 0.021 0.1958
Si 6.8399 4.1288 28.0314 -0.0068 0.0236 -0.0571
Si 4.1398 6.8327 28.1283 0.051 -0.0094 0.0897
Si 9.5991 6.8449 28.0571 0.0022 0.0079 -0.0345
Si 1.3971 9.579 28.0524 0.0067 0.0103 -0.0513
Si 6.8377 9.552 28.2065 -0.0381 -0.0566 0.1911
Si 0.0295 -0.0185 29.4928 -0.0024 0.0058 0.0021
Si 5.4559 0.0092 29.5052 -0.0059 0.0065 -0.0493
Si 2.7531 2.7173 29.4967 0.0059 -0.0011 -0.018
Si 8.1783 2.7655 29.4869 0.0026 -0.0052 -0.0148
Si -0.0143 5.492 29.5063 -0.0049 0.008 -0.0449
Si 5.4898 5.4571 29.4812 -0.0008 -0.0012 0.0073
Si 2.7446 8.2029 29.4686 -0.0219 0.0236 0.0012
Si 8.2336 8.1759 29.4987 0.0056 0.004 -0.0156
Si 1.3673 1.3673 30.8594 0.1516 -0.0864 0.0752
Si 6.8362 1.3673 30.8594 -0.1157 0.1154 -0.0604
Si 4.1018 4.1018 30.8594 0.1508 -0.0851 -0.0179
Si 9.5708 4.1018 30.8594 -0.1404 0.112 -0.0421
Si 1.3673 6.8362 30.8594 0.0194 0.1799 -0.0933
Si 6.8362 6.8362 30.8594 0.1133 -0.1602 0.0277
Si 4.1018 9.5708 30.8594 -0.1224 0.0307 -0.0485
Si 9.5708 9.5708 30.8594 0.1458 -0.095 0.0242
Si 2.7345 0 0.6835 0.0511 -0.111 0.0658
Si 8.2035 0 0.6835 -0.1538 0.0604 -0.0264
Si 0 2.7345 0.6835 -0.1602 0.1201 0.0005
Si 5.469 2.7345 0.6835 0.0638 -0.1067 0.0514
Si 2.7345 5.469 0.6835 -0.1663 0.0961 -0.0158
Si 8.2035 5.469 0.6835 0.0801 -0.1604 0.1033
Si 0 8.2035 0.6835 0.1698 -0.0859 0.0659
Si 5.469 8.2035 0.6835 -0.0405 0.1387 -0.0128
Si 4.1127 1.3511 2.0521 0.0041 -0.0078 0.0279
Si 9.5426 1.3821 2.0428 0.0037 -0.017 0.016
Si 1.3363 4.1275 2.0578 0.0028 -0.0083 -0.0077
Si 6.8517 4.0747 2.0521 -0.009 -0.001 0.0393
Si 4.0813 6.8568 2.0406 0.0152 -0.0044 0.0167
Si 9.5924 6.8128 2.0501 -0.002 0.0012 0.0202
Si 1.3746 9.5608 2.0533 0.0134 -0.0075 0.0371
Si 6.8325 9.5704 2.0673 -0.0109 0.0076 -0.0162
Si -0.039 -0.0133 3.3572 -0.0808 0.0073 -0.1692
Si 5.4622 -0.0113 3.4809 0.0066 -0.0114 0.039
Si 2.7002 2.7194 3.3566 -0.0391 -0.005 -0.2083
Si 8.183 2.7003 3.4906 0.0161 -0.0343 0.0305
Si -0.024 5.4679 3.5085 0.0036 -0.0046 0.0535
Si 5.4565 5.4654 3.3421 -0.0178 0.0494 -0.212
Si 2.7334 8.2049 3.4777 0.0165 -0.0138 0.027
Si 8.2252 8.1801 3.3856 0.0235 0.0226 -0.1161
Si 1.2897 1.3693 4.6696 0.0248 -0.0164 0.1365
Si 6.8377 1.3049 4.9156 0.0028 0.0104 -0.0656
Si 4.0608 4.1154 4.6378 0.0268 -0.0025 0.1588
Si 9.5305 4.0637 4.8987 -0.0053 0.0224 -0.0582
Si 1.3541 6.8697 4.8925 -0.0212 0.0108 -0.0563
Si 6.8356 6.8016 4.6794 0.0021 -0.011 0.1275
Si 4.1029 9.5643 4.8919 -0.0101 0.0047 -0.0647
Si 9.5714 9.5651 4.7442 0.0118 -0.0062 0.079
Si 2.6137 0.0413 6.1009 0.0028 0.0294 0.036
Si 8.2252 -0.133 6.266 -0.0065 0.0061 -0.0053
Si -0.022 2.6498 6.1957 -0.0196 -0.0001 -0.0027
Si 5.3754 2.7688 6.07 -0.0267 0.0029 0.0298
Si 2.7482 5.4281 6.131 -0.0022 0.0123 -0.0134
Si 8.0915 5.4393 6.1796 0.001 0.0175 0.0192
Si -0.0055 8.2969 6.2322 -0.0098 0.0015 0.0159
Si 5.5632 8.1506 6.1493 -0.0044 -0.0037 0.0003
Si 3.4675 1.9446 7.1737 0.0332 -0.0353 -0.0159
Si 10.0195 0.8308 7.4668 0.0072 -0.0128 0.032
Si 1.7662 3.6605 7.3441 0.0079 0.0027 0.0412
Si 6.2046 4.5289 7.3807 0.005 -0.0132 -0.0011
Si 4.6313 6.3088 7.2475 0.0105 0.0034 0.026
Si 9.1591 7.1928 7.3222 0.0066 -0.0061 -0.0011
Si 0.8902 10.157 7.5189 0.0025 -0.0065 -0.0051
Si 7.4049 8.8897 7.4865 0.0183 -0.0133 0.0143
O 4.5535 6.6045 8.8745 0.0012 -0.0003 -0.0092
O 1.3894 3.9883 8.935 -0.006 -0.0016 -0.03
O 9.7441 6.5517 8.74 -0.0002 -0.0002 0.0017
O 1.3016 10.1049 9.15 0.0001 0.0026 0.0049
O 6.07 4.2263 9.0222 -0.0013 -0.001 0.0044
O 3.7046 1.6095 8.7612 0.004 0.0054 0.0345
O 7.1307 8.9668 9.1369 0.002 0.0044 -0.0013
O 9.6479 1.0799 9.0696 0.0012 0.0029 -0.0174
O 8.2509 2.5309 22.7365 -0.0038 -0.0018 0.0106
O 10.9976 5.5434 22.6377 0.0012 0.0025 0.006
O 5.6317 0.0827 22.6302 0.0015 0.0059 0.0066
O 5.2945 5.3944 22.6298 0.0015 0.0004 0.0099
O 2.1543 2.8009 22.4789 0.002 -0.0007 0.0134
O 3.3322 7.8521 22.5012 -0.0015 -0.0005 -0.0004
O 8.3793 8.7434 22.4127 -0.0005 -0.0039 0.0113
O -0.1609 11.2277 22.7565 0.0032 0.0018 0.0061
Si 2.1511 2.9741 12.8837 -0.0039 -0.0073 -0.0013
Si 8.6799 1.3103 10.355 -0.01 0.0048 0.0036
Si 1.0632 4.4994 15.3423 0.0007 -0.0035 0.0024
Si 7.5449 5.5799 12.1972 -0.0055 0.0035 -0.0055
Si 2.4153 8.1808 21.2023 0.0001 -0.0057 0.0012
Si 5.4156 7.7853 12.4637 0.0033 -0.0001 -0.0021
Si 9.2629 0.4557 15.499 -0.0009 0 -0.0011
Si 2.9136 -0.043 16.6508 0.0002 0.0014 0.0017
Si 10.4636 1.1595 12.604 0.0071 -0.0046 0.0038
Si 7.7664 2.8281 21.2269 -0.0008 -0.0029 -0.0068
Si 9.1338 8.7857 14.4618 -0.0038 0.0007 -0.002
Si 1.4675 4.781 10.3567 0 -0.0011 0.0072
Si 4.4833 9.4821 19.1268 0.0001 0.002 0.0024
Si 11.0734 6.0977 21.1096 0.0033 0.0036 -0.0021
Si 6.6157 10.4476 14.8419 0.0052 0.0011 0.0002
Si 5.39 0.7288 21.1656 0.0022 -0.0017 -0.0036
Si 2.3428 9.8094 10.3837 -0.002 0.011 0.0002
Si 0.431 10.6339 21.3856 0.0023 -0.0015 -0.0038
Si 5.854 5.2524 21.1212 0.0014 0.0032 -0.0037
Si 3.6373 7.0862 10.1044 -0.0087 -0.003 0.0052
Si 9.0425 5.6861 14.8373 0.0019 0.0022 0.0009
Si 3.6583 4.0827 19.0872 -0.0013 0.0002 0.0009
Si 10.0312 3.6634 19.3105 -0.0009 0.0007 0.0012
Si 4.2552 8.6661 15.3515 -0.0003 0.005 0.001
Si 0.4551 1.9179 17.1533 -0.0011 -0.0008 0.001
Si 6.7951 7.5324 19.2441 -0.0018 0.0009 0.001
Si 5.257 3.6233 16.7351 -0.0017 0.0005 0.0026
Si 7.783 5.0111 17.5189 0.001 0.0002 0.0036
Si 6.6608 9.9239 10.3721 -0.0161 0.0107 -0.0009
Si 4.3751 1.0556 10.1045 -0.0071 0.0091 -0.0173
Si -0.0321 9.0907 11.9056 -0.0021 0.0033 0.0002
Si 9.101 8.6325 20.9393 0.0057 -0.0011 -0.0035
Si 4.5531 1.6674 14.5727 -0.0045 -0.0018 -0.0022
Si 2.4476 2.0841 21.0446 0.0004 -0.0038 -0.0037
Si 6.3272 3.3428 10.3674 0.0072 -0.0023 -0.0046
Si 3.43 5.9165 16.7275 -0.0011 -0.0005 0.0019
Si 9.8764 6.5396 10.3535 -0.001 -0.0023 -0.0019
O 0.1277 2.6293 18.5825 0.0006 -0.0005 -0.0013
O 2.9238 9.6324 15.5718 -0.0002 -0.0021 0.0001
O 10.8578 4.8082 20.1353 -0.0007 0.0001 0.0002
O 7.573 2.4055 9.9246 0.0046 0.0066 0.0114
O 10.9193 5.3437 10.8009 0.0009 0.0001 -0.0052
O 6.5944 6.7325 12.8646 0.0004 0.0019 -0.0055
O 10.3187 8.0613 10.7871 0.0029 0.0025 -0.0013
O 7.6692 9.4577 13.9969 -0.0024 -0.001 -0.0014
O 8.4087 6.2147 10.9736 -0.0039 -0.0036 0.0017
O 5.3564 10.4852 20.0599 -0.001 -0.0001 0
O 2.1616 3.7378 11.4259 -0.0006 0.0022 -0.0046
O 7.9761 8.5456 19.7547 -0.0005 -0.0006 -0.0001
O 6.2082 6.7301 20.5437 -0.0007 -0.0015 0
O 5.5078 2.7169 15.4029 0.0007 0.0006 -0.0009
O 1.3049 0.9278 20.7007 0.0001 0.0001 0.001
O 6.0545 9.0517 11.6219 -0.0027 0.0037 -0.0082
O 4.6183 4.99 16.1071 -0.0013 0.0013 -0.0012
O 6.5946 3.9023 17.6305 -0.0006 -0.0004 -0.0027
O 10.5257 10.6691 11.8133 -0.0026 0.0006 -0.0011
O 5.5814 0.4982 13.9852 -0.0005 0.0002 0.0001
O 8.0131 5.093 15.9234 -0.0008 -0.0011 -0.0029
O 9.7313 9.8175 15.5884 0.0022 -0.0017 -0.0008
O -0.3995 5.1487 15.1301 -0.0031 0.0006 -0.0015
O 1.5694 6.8354 20.7954 -0.0014 0 -0.0018
O 1.5006 0.6353 17.1716 -0.0003 0.0008 -0.0015
O 6.5957 1.7694 20.8012 0.0004 0.0028 0.0005
O 1.0085 1.7961 12.8341 -0.0036 -0.0025 -0.0003
O 3.2426 5.4959 18.3209 0.0022 0.0014 -0.0015
O 9.5257 2.0129 11.5772 -0.0054 -0.0005 -0.0098
O 1.0172 3.0971 16.1756 -0.0007 0.0027 -0.0028
O 8.5869 5.1419 13.3722 -0.003 0.0012 0
O 10.2845 8.5838 13.3179 -0.0018 0.0009 0.0006
O 1.4475 9.3989 21.6787 -0.0025 0.0039 -0.0049
O 10.0784 9.9358 20.6103 -0.0035 -0.002 0.0008
O 3.1733 0.2166 10.8737 0.0009 -0.0007 0.0004
O 5.0701 2.3663 10.8246 -0.0024 -0.0061 -0.0026
O 1.7381 4.1582 13.9109 -0.0025 0.0014 0.0019
O 7.9194 10.8662 10.8429 -0.0064 0.002 -0.0064
O 9.1357 4.4667 18.217 -0.0008 -0.0002 -0.0023
O 5.6351 9.4948 15.7628 -0.0008 -0.0018 -0.0004
O 5.5273 -0.0293 9.7491 0.0113 -0.0048 -0.0047
O 3.5901 2.3108 13.39 -0.0002 0.0017 0.0009
O 1.9761 5.6452 16.048 -0.0002 -0.0011 -0.005
O 9.7075 1.047 14.0395 0.0019 0.0022 -0.0015
O 4.4019 6.9364 11.5213 0.0012 -0.0004 -0.0047
O 4.7562 4.4868 20.2099 0.0006 0.0004 0
O 9.9506 1.3443 16.6503 -0.0001 -0.002 -0.0008
O 6.6712 4.3141 11.6401 0.0009 -0.0005 -0.0052
O 5.5841 8.4024 18.5723 -0.0006 -0.0002 -0.0002
O 9.0723 2.7356 20.2548 -0.0008 0.0012 0.0003
O 3.6038 1.1321 15.7767 0.0005 0.0015 0.0008
O 4.2152 3.0769 17.8973 0.0008 0.0003 -0.0023
O 9.9161 7.2196 20.893 -0.0009 0.0006 -0.0008
O 3.352 8.6656 9.8181 0.0017 -0.0027 -0.0002
O 3.9309 7.426 16.3682 0 0 -0.0049
O 7.6285 0.4817 15.6995 -0.0003 0.0009 0
O 8.9254 7.2989 15.0434 -0.0004 -0.0002 -0.0007
O 3.9319 1.4361 21.1469 0.0013 0.0022 -0.0007
O 1.5943 9.1402 11.6929 -0.0047 0.0017 -0.0034
O 2.314 6.1595 10.1764 0.0057 -0.0001 0.0011
O 7.3506 6.4569 18.1451 0 0.0002 -0.0015
O 7.2193 4.3621 21.1209 -0.0018 -0.002 -0.0002
O 4.5446 8.2352 13.7871 0.0005 -0.0008 -0.0029
O 3.3322 8.6618 19.9506 0.0018 0.0002 -0.0021
O 2.4945 3.239 19.8722 -0.0003 0.0017 -0.001
O 3.7407 10.3613 17.9621 -0.0006 -0.0002 -0.0019

Results
free energy: -131185.648 eV
free energy less fixed offsets of O -568.88, Si -635.61 eV per atom: -1.358 eV

The program warned: the cutoff lies below the one the program advises for these potential files; the exchange-correlation potential is rough where the density is thin.
